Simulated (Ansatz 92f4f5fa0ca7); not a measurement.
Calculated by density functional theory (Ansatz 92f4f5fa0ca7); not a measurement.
Periodic cell of 227 atoms, Si134O92H1, from a study of silicon, its oxide and their interface. The atomic structure is a simulated model.

Settings
functional: PBE
potential files: Ansatz PAW
basis: plane waves
wave-function cutoff: 700 eV
density cutoff ratio: 5
exchange-correlation grid ratio: 1
k mesh: 2 x 2 x 1, shifted by 0.5 0.5 0.5 of a step
self-consistency stop: 5e-08 eV per atom in the density residual
occupations: fixed
spin: none
net charge: +1 e, with a uniform compensating background and no finite-size correction

Cell vectors (angstrom)
a, 10.938, 0, 0
b, 0, 10.938, 0
c, 0, 0, 32.2051

Atoms: element, x, y, z (angstrom)
Si, 0.2062, -0.3765, 24.8308
Si, 5.4776, -0.3467, 24.6781
Si, 2.553, 2.9059, 24.7439
Si, 7.964, 3.0924, 24.5714
Si, 0.1609, 5.0139, 24.6828
Si, 5.659, 5.3012, 24.8382
Si, 2.4209, 8.2575, 24.9314
Si, 7.8254, 8.4395, 24.6437
Si, 1.3677, 1.3063, 26.0319
Si, 6.7813, 1.3461, 25.8099
Si, 4.063, 4.1057, 26.0808
Si, 9.5273, 4.0065, 26.0964
Si, 1.1819, 6.7029, 26.0801
Si, 6.8533, 6.8444, 26.1001
Si, 4.0613, 9.4533, 26.1487
Si, 9.4502, 9.5206, 26.0371
Si, 2.7493, -0.0058, 27.4391
Si, 8.1525, 0.0545, 27.3535
Si, 0.0115, 2.6772, 27.428
Si, 5.4846, 2.7059, 27.3608
Si, 2.7023, 5.4795, 27.4328
Si, 8.2397, 5.4743, 27.4363
Si, -0.0792, 8.1855, 27.4234
Si, 5.4833, 8.1661, 27.4773
Si, 4.1018, 1.3673, 28.7869
Si, 9.5708, 1.3673, 28.7869
Si, 1.3673, 4.1018, 28.7869
Si, 6.8362, 4.1018, 28.7869
Si, 4.1018, 6.8362, 28.7869
Si, 9.5708, 6.8362, 28.7869
Si, 1.3673, 9.5708, 28.7869
Si, 6.8362, 9.5708, 28.7869
Si, 0, 0, 30.1541
Si, 5.469, 0, 30.1541
Si, 2.7345, 2.7345, 30.1541
Si, 8.2035, 2.7345, 30.1541
Si, 0, 5.469, 30.1541
Si, 5.469, 5.469, 30.1541
Si, 2.7345, 8.2035, 30.1541
Si, 8.2035, 8.2035, 30.1541
Si, 1.3673, 1.3673, 31.5214
Si, 6.8362, 1.3673, 31.5214
Si, 4.1018, 4.1018, 31.5214
Si, 9.5708, 4.1018, 31.5214
Si, 1.3673, 6.8362, 31.5214
Si, 6.8362, 6.8362, 31.5214
Si, 4.1018, 9.5708, 31.5214
Si, 9.5708, 9.5708, 31.5214
Si, 2.7345, 0, 0.6835
Si, 8.2035, 0, 0.6835
Si, 0, 2.7345, 0.6835
Si, 5.469, 2.7345, 0.6835
Si, 2.7345, 5.469, 0.6835
Si, 8.2035, 5.469, 0.6835
Si, 0, 8.2035, 0.6835
Si, 5.469, 8.2035, 0.6835
Si, 4.1018, 1.3673, 2.0507
Si, 9.5708, 1.3673, 2.0507
Si, 1.3673, 4.1018, 2.0507
Si, 6.8362, 4.1018, 2.0507
Si, 4.1018, 6.8362, 2.0507
Si, 9.5708, 6.8362, 2.0507
Si, 1.3673, 9.5708, 2.0507
Si, 6.8362, 9.5708, 2.0507
Si, 0, 0, 3.418
Si, 5.469, 0, 3.418
Si, 2.7345, 2.7345, 3.418
Si, 8.2035, 2.7345, 3.418
Si, 0, 5.469, 3.418
Si, 5.469, 5.469, 3.418
Si, 2.7345, 8.2035, 3.418
Si, 8.2035, 8.2035, 3.418
Si, 1.373, 1.3768, 4.6976
Si, 6.8609, 1.3735, 4.776
Si, 4.1106, 4.1199, 4.7711
Si, 9.5691, 4.1422, 4.791
Si, 1.3585, 6.8516, 4.8652
Si, 6.818, 6.8896, 4.7684
Si, 4.1036, 9.5568, 4.7865
Si, 9.6068, 9.5439, 4.8352
Si, 2.743, 0.0492, 6.0552
Si, 8.2654, 0.0697, 6.1522
Si, 0.0925, 2.7892, 6.0554
Si, 5.5759, 2.8218, 6.1105
Si, 2.7803, 5.4925, 6.1997
Si, 8.2914, 5.6409, 6.126
Si, 0.0552, 8.2264, 6.3563
Si, 5.4608, 8.2318, 6.2072
Si, 3.933, 1.6445, 7.2695
Si, 9.9445, 1.2323, 7.3764
Si, 1.6765, 3.8329, 7.4598
Si, 6.7525, 4.467, 7.3729
Si, 4.4001, 6.5671, 7.549
Si, 9.2826, 7.1811, 7.7053
Si, 1.2322, 9.9413, 7.5288
Si, 7.0496, 9.4652, 7.4344
O, 5.5542, 5.4495, 7.9357
O, 0.0497, 0.0832, 7.9443
O, 2.8242, 2.7161, 7.8462
O, 8.1648, 8.364, 7.9132
O, 1.382, 9.4501, 24.4629
O, 6.7304, 4.1593, 24.3374
O, 6.6504, 9.5238, 24.1621
O, 1.4079, 4.002, 24.2912
O, 6.4473, 10.0758, 8.8513
O, 1.0851, 4.2506, 8.9528
O, 1.9819, 9.5367, 8.9491
O, 7.6736, 4.1139, 8.709
O, 9.5072, 6.7247, 9.3158
O, 4.53, 0.9078, 8.6051
O, 3.814, 7.0173, 9.0249
O, 9.5616, 2.123, 8.7136
O, 4.5147, 0.0387, 23.3671
O, 8.7077, 3.1261, 23.0517
O, 10.3898, 5.2395, 23.1916
O, 5.203, 6.0906, 23.4573
O, 8.4175, 7.7966, 23.2418
O, 3.2647, 2.362, 23.3424
O, 2.903, 7.4553, 23.5808
O, 10.5458, 0.016, 23.3294
Si, -0.3657, 9.1222, 12.3571
Si, 9.2267, 2.7238, 14.7663
Si, 4.2788, 12.0557, 14.2814
Si, 0.0672, 11.5637, 13.6886
Si, 10.4268, 4.8959, 16.654
Si, 2.1872, 4.8295, 14.8907
Si, 11.0429, 3.7761, 19.5541
Si, 3.4416, 0.957, 22.5394
Si, 2.0958, 9.5102, 10.5677
Si, 0.1815, -3.0472, 20.6124
Si, 7.2682, 1.8655, 18.5578
Si, 8.2339, 2.7521, 9.3931
Si, 4.6598, -0.3698, 11.6999
Si, 8.7807, 6.9654, 10.7773
Si, 1.4548, 4.2899, 10.533
Si, 5.0346, 11.3579, 19.9972
Si, 11.4041, -0.2156, 21.96
Si, 3.4542, 6.7798, 10.5985
Si, 9.3405, 4.4115, 22.2279
Si, 3.5306, 7.4474, 15.4666
Si, 4.8211, 3.4293, 15.8692
Si, 9.423, 4.1259, 11.844
Si, -0.6672, 0.9269, 19.2782
Si, 15.7372, 0.9268, 17.1589
Si, 6.5159, 4.8129, 17.6972
Si, 0.9997, -1.8044, 14.9137
Si, 12.8673, 2.6248, 12.7067
Si, 2.1981, 5.6235, 20.5942
Si, 15.2055, 6.5658, 18.4711
Si, 6.4747, -2.4746, 14.6878
Si, 5.5718, 8.3293, 20.5311
Si, 8.4044, 7.1236, 16.8781
Si, 6.0143, 7.7278, 11.6899
Si, 7.608, 0.3346, 15.7532
Si, 8.2894, 7.163, 21.7442
Si, 3.9645, 6.7086, 22.6294
Si, 5.9235, 0.5934, 9.3555
Si, 9.8747, -1.2954, 17.2358
O, 9.5402, 7.6443, 20.8279
O, 6.0068, 15.4509, 16.1503
O, 11.5802, -1.753, 21.4731
O, 7.2555, 14.3771, 18.2232
O, 5.6504, 9.9583, 20.5048
O, 8.93, -0.2118, 16.4392
O, 7.0647, 1.6835, 9.098
O, 1.0161, -4.3455, 21.1311
O, 6.7157, -2.9911, 13.1668
O, 12.5272, 4.2001, 20.0942
O, 0.4705, -2.8869, 19.0033
O, 0.6358, 9.7376, 11.2376
O, -1.4235, 8.1511, 11.6401
O, 1.6931, 4.0001, 13.5868
O, 5.2703, 9.1211, 11.3587
O, 3.2898, 5.4681, 21.7857
O, 7.2083, 7.3946, 10.6389
O, 4.3394, 0.1639, 18.4988
O, -0.3302, 10.5653, 18.3614
O, 1.9727, 0.3405, 22.2276
O, -1.021, 10.4896, 13.0623
O, 4.8132, -0.0364, 13.2944
O, 7.4782, 7.619, 15.6376
O, 4.1567, 0.3707, 15.7808
O, -2.1468, -5.3219, 11.7011
O, 4.6446, 13.4697, 17.2594
O, 2.3134, 3.0294, 11.1782
O, 2.6267, 8.0791, 11.1087
O, 9.2216, 3.5971, 13.3954
O, 5.1182, -3.0975, 19.0307
O, 9.7083, 6.3226, 16.3372
O, 5.1956, 5.2107, 18.574
O, 9.4593, 3.7074, 16.0481
O, -0.5191, 1.6252, 14.8226
O, 6.7939, -11.7867, 14.9949
O, 2.4154, 8.6132, 15.4794
O, 6.6098, 11.8064, 17.1481
O, 10.9766, 4.288, 11.3655
O, 14.7452, -4.0882, 16.9482
O, 5.614, 0.6961, 10.9496
O, 6.9927, 7.7107, 20.9391
O, 7.8835, 1.749, 14.9886
O, 10.0017, 14.7993, 20.8156
O, 1.2245, 10.6895, 14.4504
O, 2.423, 5.5559, 10.8272
O, 13.8422, 6.259, 14.5187
O, 11.877, 4.9741, 15.9207
O, 0.4097, 8.3379, 13.598
O, 4.4433, 7.8644, 21.5871
O, 10.9071, 9.0349, 16.1615
O, 0.6449, 12.5666, 12.5524
O, 8.5897, 3.0458, 10.9513
O, 10.5217, 0.5766, 20.8316
O, 10.5907, 4.7046, 18.2731
O, 8.7059, 1.3033, 18.921
O, 2.8851, 6.3545, 19.2923
O, 11.1536, -8.6856, 18.9522
O, 6.2307, 12.436, 19.7142
O, 14.2854, 4.0071, 15.6696
O, 8.2128, 5.5274, 21.7994
O, 4.8201, 6.6012, 11.5234
O, 4.9139, 8.1423, 14.9879
O, -2.0706, 8.444, 17.7371
O, 5.2411, 13.3524, 14.6465
O, 3.1192, -0.292, 11.1718
O, 7.5423, -4.8764, 17.7754
O, 4.0608, 1.161, 21.0322
O, 13.9372, 1.7642, 13.5682
H, 1.3217, -3.2656, 18.7227

Results
free energy: -137547.555 eV
free energy less fixed offsets of H -17.10, O -569.03, Si -635.61 eV per atom: -7.955 eV

Forces (eV/angstrom), in the order of the atoms: element, x, y, z
Si, 0.0136, -0.0176, -0.0405
Si, -0.0193, -0.0211, -0.0064
Si, 0.0033, 0.0135, -0.0236
Si, -0.0019, 0.043, -0.0346
Si, 0.0017, -0.024, -0.0286
Si, 0.0102, -0.0126, -0.0462
Si, 0.0122, 0.0193, -0.0168
Si, -0.0083, 0.0197, -0.0385
Si, -0.0018, 0.0176, 0.0058
Si, 0.0149, 0.0059, 0.0073
Si, 0.0174, 0.0036, -0.0007
Si, 0.0245, 0.0284, -0.0082
Si, 0.0029, -0.018, 0.0109
Si, 0.0069, 0.0263, 0.0148
Si, -0.0073, 0.0084, -0.0286
Si, -0.0079, -0.0195, -0.0028
Si, -0.0186, -0.0042, -0.0096
Si, -0.0101, 0.0001, 0.0073
Si, 0.01, 0.0092, -0.0078
Si, 0.018, -0.0143, 0.0025
Si, -0.0058, -0.011, -0.0073
Si, -0.0174, -0.0099, -0.0051
Si, 0.0096, 0.0047, -0.0093
Si, 0.0144, 0.0177, -0.0092
Si, 0.2369, 0.0303, -0.0668
Si, -0.2274, -0.2022, -0.0492
Si, -0.0656, -0.1726, 0.0284
Si, -0.0015, -0.129, -0.3066
Si, -0.2109, -0.1769, 0.2783
Si, -0.1014, -0.0662, 0.5294
Si, -0.2059, -0.1289, -0.1941
Si, 0.0533, 0.3075, -0.0929
Si, -0.1173, -0.1121, -0.0168
Si, -0.0071, -0.0068, -0.003
Si, -0.0012, 0.0399, -0.0262
Si, 0.0102, 0.0083, -0.0207
Si, -0.0262, 0.001, 0.0036
Si, -0.1222, -0.083, -0.014
Si, -0.0091, -0.0498, -0.0036
Si, 0.0481, -0.0111, -0.0017
Si, 0.0385, 0.0046, -0.0088
Si, 0.0094, -0.0022, -0.0124
Si, 0.0153, -0.0117, 0.0194
Si, -0.0026, 0.0077, -0.0038
Si, 0.0137, -0.0255, -0.0013
Si, -0.0171, 0.0497, -0.0063
Si, 0.0001, 0.051, -0.005
Si, 0.0268, -0.0062, 0.0238
Si, 0.0127, -0.0443, 0.0042
Si, -0.0594, 0.0407, -0.0176
Si, -0.0105, 0.0021, 0.0097
Si, 0.0172, -0.0397, -0.0059
Si, -0.0111, 0.0177, -0.0094
Si, 0.0168, -0.024, 0.0013
Si, -0.0057, -0.0002, 0.0015
Si, -0.0502, -0.0103, 0.0104
Si, 0.0114, 0.0858, -0.0023
Si, -0.0032, -0.0362, 0.0148
Si, 0.1009, 0.0468, 0.0115
Si, 0.0066, 0.0266, 0.0089
Si, 0.0118, -0.0407, 0.0161
Si, 0.0183, 0.0286, 0.0283
Si, -0.0204, 0.0191, 0.0101
Si, 0.1165, 0.0864, -0.0035
Si, -0.1688, -0.2869, -0.1424
Si, 0.0697, -0.0443, 0.1155
Si, 0.3086, 0.19, -0.3905
Si, 0.1101, 0.1913, 0.0122
Si, 0.1571, 0.2332, 0.2041
Si, 0.0447, 0.1549, -0.1132
Si, -0.1686, -0.1159, 0.2507
Si, 0.1415, 0.2735, -0.0002
Si, -0.0015, -0.0068, 0.0161
Si, 0.0022, -0.002, -0.0015
Si, -0.0054, 0.0051, 0.0112
Si, 0.0016, 0.0112, 0.0069
Si, -0.0078, 0.0118, -0.0126
Si, 0.0021, 0.0012, 0.0056
Si, 0.009, -0.0069, 0.0005
Si, 0.0081, -0.0082, 0.0015
Si, -0.0092, -0.0246, 0.0177
Si, -0.0033, 0.0087, -0.0075
Si, -0.0024, 0.0026, -0.0107
Si, -0.004, 0.0073, 0.002
Si, -0.0175, -0.0064, -0.0101
Si, 0.0036, -0.0214, -0.0009
Si, -0.0101, -0.0146, -0.0214
Si, -0.0174, -0.0065, -0.0071
Si, -0.0407, -0.0027, 0.0413
Si, 0.0189, -0.0104, 0.045
Si, 0.0175, -0.0357, 0.0428
Si, -0.0057, 0.0191, 0.026
Si, 0.0174, -0.0292, 0.0447
Si, -0.0422, 0.0097, 0.0405
Si, -0.001, 0.0281, 0.0306
Si, 0.0106, -0.0153, 0.0433
O, -0.0046, 0.0128, 0.0247
O, 0.0097, 0.0047, 0.0235
O, 0.0099, 0.0035, 0.0229
O, 0.0073, 0.009, 0.0187
O, -0.01, -0.0072, -0.0445
O, 0.0028, -0.0066, -0.0324
O, 0.0102, -0.0114, -0.0326
O, -0.0006, -0.0051, -0.032
O, 0.0019, 0.0278, -0.0122
O, 0.0131, 0.0002, -0.0063
O, -0.0168, 0.0025, 0.0085
O, 0.0067, -0.0453, 0.0104
O, -0.0096, 0.006, -0.0036
O, 0.0518, 0.0135, -0.012
O, 0.0048, -0.0088, 0.0043
O, -0.042, -0.0023, 0
O, 0.0185, 0.0175, -0.0056
O, -0.0033, 0.0207, 0.0121
O, -0.0069, -0.0206, 0.0168
O, -0.0183, -0.0129, 0.0031
O, -0.0219, 0.0025, 0.0012
O, -0.0278, -0.0299, 0.002
O, 0.0114, 0.0064, -0.0018
O, 0.0437, -0.0094, 0.001
Si, -0.0021, 0.0036, 0.0015
Si, -0.0033, -0.0007, 0.0047
Si, 0.003, -0.003, 0.0031
Si, 0.0011, 0.003, 0.0002
Si, -0.0018, 0.0009, 0.0023
Si, 0.0001, 0.0003, -0.0007
Si, 0.0033, -0.0026, -0.0039
Si, -0.0186, -0.0021, -0.0144
Si, -0.0028, 0.0074, 0
Si, 0.0039, 0.0032, 0.0012
Si, 0.005, -0.0108, -0.0153
Si, -0.0292, -0.0246, -0.0293
Si, 0.0066, 0.0083, 0.0022
Si, -0.0089, 0.0024, 0.0051
Si, -0.0031, -0.0049, 0.0003
Si, 0.0036, 0.0182, 0.006
Si, 0.0198, 0.0077, 0.0162
Si, 0.0046, -0.0023, 0.0027
Si, -0.0042, 0.0003, -0.0091
Si, -0.0002, -0.0023, -0.0012
Si, 0.0066, 0.0016, 0.003
Si, -0.0025, -0.0039, 0.0032
Si, -0.0193, 0, -0.0038
Si, -0.0102, -0.0026, 0.0048
Si, 0.0051, -0.0164, 0.0026
Si, -0.0001, 0.0003, 0.0028
Si, -0.0004, -0.0058, -0.0031
Si, 0.0085, -0.0033, 0.0028
Si, 0.0005, -0.0033, -0.0003
Si, 0.0037, 0.0027, -0.0013
Si, -0.0056, 0.0056, -0.0006
Si, 0.0023, 0.0039, 0.0035
Si, 0.0048, -0.0019, -0.0001
Si, 0.0039, 0.0002, -0.0091
Si, -0.0009, -0.0008, -0.0069
Si, -0.0075, 0, 0.0081
Si, 0.0153, 0.0352, -0.0093
Si, -0.0027, 0.0001, 0.0063
O, 0.0118, -0.0109, 0.0173
O, -0.017, -0.0163, 0.0283
O, -0.0189, 0.0048, -0.0113
O, -0.0084, 0.0313, -0.0112
O, -0.0149, -0.0027, -0.0078
O, -0.0209, -0.0124, -0.0073
O, -0.0103, -0.0044, 0.0324
O, 0.0038, 0.0144, -0.0255
O, -0.0038, 0.002, -0.0103
O, -0.0216, 0.0209, -0.0016
O, 0.0321, -0.0164, 0.0223
O, 0.0132, -0.0127, 0.001
O, 0.0039, -0.0109, -0.004
O, 0.0166, -0.0055, 0.0058
O, 0.0023, 0.0029, 0.0141
O, -0.0052, 0.0336, -0.0169
O, 0.0036, -0.0036, 0.0221
O, 0.0245, 0.0201, 0.0006
O, -0.004, 0.0011, 0.001
O, -0.0091, 0.0073, -0.0153
O, 0.0316, -0.0067, 0.0074
O, -0.0079, -0.0061, -0.0151
O, 0.0002, 0.0124, 0.0079
O, 0.0013, 0.0156, 0.0081
O, 0.0124, -0.0035, -0.0167
O, 0.0036, -0.026, -0.03
O, -0.0119, 0.0111, 0.0162
O, 0.0071, 0.006, -0.0194
O, 0.0101, -0.0071, 0.0012
O, -0.0087, -0.0207, 0.0186
O, -0.0151, -0.0132, 0.0183
O, -0.0007, 0.0247, -0.0216
O, 0.0126, 0.0066, -0.0112
O, -0.0015, 0.0079, -0.0162
O, 0.011, -0.0123, 0.0166
O, 0.0009, -0.0066, -0.0022
O, 0.0052, 0.0017, 0.0001
O, -0.0018, -0.0039, -0.0115
O, 0.0029, -0.0008, -0.0055
O, -0.011, -0.0152, -0.0285
O, -0.0081, -0.0005, 0.0097
O, 0.0063, -0.0058, 0.02
O, 0.0096, 0.0084, 0.0038
O, -0.0284, -0.0238, -0.0056
O, 0.0012, 0.0012, -0.0124
O, -0.0036, -0.0034, 0.0224
O, -0.003, -0.0066, -0.0061
O, -0.011, 0.0356, -0.0008
O, 0.0158, -0.0183, -0.0171
O, -0.0002, 0.0131, -0.0116
O, 0.0004, -0.0122, 0.0178
O, 0.0088, 0.0217, -0.0131
O, 0.0147, -0.0122, -0.0079
O, 0.0087, -0.0142, -0.0067
O, 0.0364, -0.0027, 0.0138
O, 0.0179, -0.0151, 0.0214
O, -0.0157, 0.0123, 0.0131
O, -0.0252, -0.0308, -0.0032
O, 0.0018, 0.0018, -0.0155
O, 0.0253, 0.0145, 0.0059
O, -0.0139, 0.0147, -0.0235
O, 0.0091, -0.001, 0.0042
O, 0.0037, -0.0075, -0.0345
O, -0.0135, 0.0076, 0.0288
O, 0.0078, -0.0207, 0.0004
O, -0.0027, 0.0009, -0.0181
O, 0.0076, -0.0233, 0.0246
O, -0.0022, 0.01, -0.0025
H, -0.0361, 0.0171, 0.0104

The program warned: the cutoff lies below the one the program advises for these potential files; the exchange-correlation potential is rough where the density is thin.
